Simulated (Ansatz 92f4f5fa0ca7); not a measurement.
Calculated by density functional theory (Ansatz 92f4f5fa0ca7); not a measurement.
Periodic cell of 216 atoms, Si132O76H8, from a study of silicon, its oxide and their interface. The atomic structure is a simulated model.
This geometry differs little from another in the collection (a relaxation step or a small displacement).

Settings: functional r2SCAN; potential files Ansatz PAW; basis plane waves; wave-function cutoff 800 eV; density cutoff ratio 5; exchange-correlation grid ratio 1; k mesh 1 x 1 x 1, Gamma-centred; self-consistency stop 5e-08 eV per atom in the density residual; occupations fixed; spin none; net charge 0.

Cell vectors (angstrom)
a  10.938  0  0
b  0  10.938  0
c  0  0  31.5529

Atoms and the computed forces on them: element, x, y, z (angstrom), force x, y, z (eV/angstrom)
Si  10.3812  0.4587  24.2142  0.0039  0.0031  -0.0004
Si  6.0523  10.5341  24.1955  -0.0192  -0.0061  -0.0055
Si  2.1745  3.1575  24.2487  0.0055  0.0038  -0.0039
Si  8.7188  2.2203  24.2366  -0.002  0.0044  0.0038
Si  0.518  4.9295  24.1994  -0.0022  0.0012  -0.0013
Si  4.7385  5.6695  23.935  0.0057  -0.0001  -0.015
Si  3.3465  7.719  24.0825  -0.0018  0.0067  -0.0046
Si  7.6333  8.6703  24.1161  -0.0097  0.0068  -0.0047
Si  1.2605  1.3528  25.4338  -0.0034  0.0034  0.003
Si  6.9277  1.3315  25.4944  0.0052  -0.0069  -0.0031
Si  3.9754  4.0795  25.4642  -0.0081  -0.0027  -0.0004
Si  9.6498  4.0344  25.4257  0.0041  -0.0006  0.0004
Si  1.4517  6.8194  25.2924  -0.0005  -0.0018  -0.0014
Si  6.7017  6.7419  25.1817  0.0004  -0.0059  0.0063
Si  4.2084  9.5236  25.3642  0.0124  0.0063  -0.0033
Si  9.4621  9.5555  25.383  0.003  -0.0053  0.0037
Si  2.7476  -0.0302  26.6997  0.0007  -0.006  0.0025
Si  8.2254  -0.0319  26.8654  0.003  0.0076  0.009
Si  0.005  2.7197  26.864  -0.0063  -0.005  0.0087
Si  5.4695  2.731  26.7415  0.0001  0.0021  0.0021
Si  2.715  5.5093  26.8234  -0.001  0.0006  0.0093
Si  8.1827  5.467  26.656  -0.004  -0.0021  -0.0004
Si  0.0112  8.1883  26.6747  0.003  0.0023  0.0024
Si  5.5079  8.1438  26.7643  -0.0069  0.0019  0.0143
Si  4.1018  1.3673  28.1347  -0.0779  -0.1431  -0.4244
Si  9.5708  1.3673  28.1347  0.0556  -0.1359  0.8085
Si  1.3673  4.1018  28.1347  0.0404  0.2046  0.5292
Si  6.8362  4.1018  28.1347  0.0337  0.1597  -0.4847
Si  4.1018  6.8362  28.1347  0.1374  0.1396  0.3502
Si  9.5708  6.8362  28.1347  -0.0955  -0.0269  -0.7735
Si  1.3673  9.5708  28.1347  -0.014  -0.1239  -0.5694
Si  6.8362  9.5708  28.1347  -0.0228  -0.4883  0.3973
Si  0  0  29.5019  -0.0478  0.0839  0.0306
Si  5.469  0  29.5019  -0.097  -0.1156  -0.0136
Si  2.7345  2.7345  29.5019  -0.0032  0.0803  0.0071
Si  8.2035  2.7345  29.5019  0.0204  -0.0696  0.0022
Si  0  5.469  29.5019  -0.0148  -0.123  0.0079
Si  5.469  5.469  29.5019  -0.0206  0.0496  0.0042
Si  2.7345  8.2035  29.5019  0.0519  -0.0042  -0.0021
Si  8.2035  8.2035  29.5019  -0.0451  0.0739  0.0295
Si  1.3673  1.3673  30.8692  0.0274  -0.0767  -0.0218
Si  6.8362  1.3673  30.8692  0.0035  0.0436  0.0049
Si  4.1018  4.1018  30.8692  0.0788  -0.0298  -0.02
Si  9.5708  4.1018  30.8692  -0.0418  0.0553  0.0198
Si  1.3673  6.8362  30.8692  -0.0322  0.0551  0.0081
Si  6.8362  6.8362  30.8692  0.0406  -0.062  -0.018
Si  4.1018  9.5708  30.8692  -0.0489  0.0371  0.0262
Si  9.5708  9.5708  30.8692  0.0689  -0.06  -0.0133
Si  2.7345  0  0.6835  -0.0394  0.0839  0.0196
Si  8.2035  0  0.6835  0.0408  -0.0469  -0.0165
Si  0  2.7345  0.6835  0.0477  -0.037  -0.0174
Si  5.469  2.7345  0.6835  -0.0917  0.0315  0.0199
Si  2.7345  5.469  0.6835  0.015  -0.0677  -0.0094
Si  8.2035  5.469  0.6835  -0.056  0.0403  0.0125
Si  0  8.2035  0.6835  -0.0608  0.0687  0.012
Si  5.469  8.2035  0.6835  0.0489  -0.0378  -0.0193
Si  4.1018  1.3673  2.0507  0.064  -0.0352  -0.0163
Si  9.5708  1.3673  2.0507  -0.0549  0.0221  -0.0056
Si  1.3673  4.1018  2.0507  -0.0325  0.0477  -0.0122
Si  6.8362  4.1018  2.0507  0.0915  -0.0059  -0.0009
Si  4.1018  6.8362  2.0507  0.0234  0.103  -0.0048
Si  9.5708  6.8362  2.0507  0.0543  -0.063  -0.0118
Si  1.3673  9.5708  2.0507  0.0386  -0.095  -0.0289
Si  6.8362  9.5708  2.0507  -0.0478  0.0333  0.0017
Si  0  0  3.418  -0.1393  -0.0217  0.6766
Si  5.469  0  3.418  -0.0183  0.0824  -0.6682
Si  2.7345  2.7345  3.418  -0.015  0.0009  0.5397
Si  8.2035  2.7345  3.418  0.0205  -0.0396  -0.2318
Si  0  5.469  3.418  -0.037  -0.0288  -0.7503
Si  5.469  5.469  3.418  0.1561  0.1351  0.556
Si  2.7345  8.2035  3.418  -0.0199  0.2133  -0.5343
Si  8.2035  8.2035  3.418  0.0082  0.0582  0.5946
Si  1.3515  1.3764  4.8561  -0.001  0.0011  -0.0017
Si  6.8169  1.3564  4.7357  0.0038  0.001  -0.0041
Si  4.1105  4.1159  4.8335  -0.001  -0.0014  -0.0029
Si  9.5937  4.1118  4.7288  -0.0041  -0.0027  -0.003
Si  1.3525  6.8412  4.6916  0.0004  0.0054  -0.0069
Si  6.8447  6.8598  4.8747  0.001  0.0013  -0.0013
Si  4.0813  9.6192  4.7167  -0.0008  -0.0034  -0.0041
Si  9.544  9.5777  4.883  -0.0023  -0.0004  -0.0029
Si  2.7825  0.0033  6.1881  0.0044  0.0014  0.0025
Si  8.0917  0.0588  6.2331  -0.004  0.0016  0.0008
Si  -0.0272  2.8092  6.1917  0.0003  0.0029  0.0015
Si  5.5201  2.7127  6.1586  0.0018  -0.0033  0.0015
Si  2.6978  5.5554  6.1007  -0.0041  0.0022  0.0038
Si  8.3161  5.4396  6.1832  0.0011  -0.0028  -0.0013
Si  0.0658  8.1377  6.155  0.0024  -0.0012  0.001
Si  5.3977  8.3335  6.1492  -0.0035  0.0024  0.0002
Si  4.4043  1.1367  7.5337  -0.0107  0.0044  -0.0007
Si  9.0631  1.8963  7.3697  0.0026  -0.0035  0.0015
Si  1.0829  4.5144  7.4549  0.0015  -0.012  -0.0008
Si  7.3598  3.6202  7.3492  -0.0028  0.0031  0.001
Si  3.5971  7.3686  7.3253  0.0019  -0.0011  0.0007
Si  10.14  6.3399  7.4559  -0.0031  0.0096  0.0037
Si  1.8804  9.0794  7.3439  -0.0033  0.0021  0.002
Si  6.2317  10.1154  7.5038  0.0076  -0.0067  0.0033
H  1.5139  9.4152  8.7514  -0.0001  -0.0012  -0.0062
H  3.9493  6.9807  8.7208  -0.001  0.0005  -0.0037
H  6.9941  3.9655  8.7527  0.0002  -0.0013  -0.0035
H  9.4036  1.561  8.7834  -0.0017  0.0012  -0.0044
O  3.7141  1.932  8.8568  0.0007  0.0017  0.0025
O  6.6602  9.3726  8.9099  -0.0032  0.0029  0.0004
O  9.5628  6.9495  8.8742  0.0043  0.0001  0.0104
O  1.9071  3.9519  8.7994  0.0025  0.0008  0.0028
H  8.3307  2.5667  22.838  -0.0005  -0.0025  0.0034
H  10.7592  0.139  22.8055  -0.0019  0.0007  0.0034
H  0.1386  5.2064  22.7868  0.0001  0.0003  0.0027
H  2.5708  2.7892  22.8572  -0.0012  0.0002  0.0026
O  3.3569  8.417  22.5771  -0.0057  -0.0084  -0.0088
O  4.5195  4.8883  22.438  -0.0029  0.0011  0.0026
O  5.9836  0.2484  22.6787  0.0084  0.002  -0.0006
O  7.9334  8.4331  22.5159  0.0072  -0.0016  0.0066
Si  9.5263  -0.1291  16.9904  0.005  -0.0046  0.007
Si  4.7247  3.9632  21.0839  0.0002  -0.0067  0.0136
Si  5.5239  -0.0615  17.1488  0.0004  -0.0018  0.0074
Si  10.6881  2.2779  15.5074  0.004  -0.0015  0.0022
Si  9.1994  2.3468  12.6859  -0.0001  -0.0016  -0.0098
Si  1.4256  7.8595  11.8319  0  -0.0029  -0.0081
Si  8.7267  9.6558  14.3905  0.0013  -0.0014  -0.011
Si  8.9383  4.3887  16.8849  0.0017  -0.0037  0.0034
Si  8.8965  6.4428  14.6105  -0.0006  -0.0066  -0.0042
Si  1.7769  6.0135  16.4544  -0.0017  0.0018  0.0005
Si  6.8478  0.2223  12.6478  0.0025  0.002  -0.0092
Si  2.498  2.6392  19.0666  -0.0023  -0.0001  0.0093
Si  7.7467  10.7365  19.2903  -0.002  -0.0023  0.0068
Si  5.1642  2.4583  13.8757  0.0033  -0.0027  -0.0036
Si  0.2246  4.5426  18.8017  -0.0011  0.0023  0.0138
Si  0.6206  10.4678  13.4279  0.0012  -0.0061  -0.0031
Si  3.0167  8.1132  21.0289  0  0.0038  0.0128
Si  5.0076  4.653  11.5906  0.0012  0.0022  -0.0091
Si  3.5339  -0.1449  19.5011  0.0018  0.0006  0.0155
Si  4.9152  6.0739  16.8407  -0.0037  0.0042  0.0039
Si  5.871  1.0509  21.2925  -0.0014  -0.0009  0.0113
Si  8.1924  8.0822  20.972  0.0027  0.0019  0.0007
Si  7.9597  5.2161  12.154  -0.0031  -0.0012  -0.0096
Si  2.8025  2.126  15.985  -0.0035  0.005  -0.0029
Si  9.5117  7.3281  10.4364  0.0037  -0.0018  -0.016
Si  6.8301  9.0617  10.4783  -0.0048  0.0027  -0.0109
Si  2.2996  10.0517  15.9702  -0.0032  -0.0018  0.0027
Si  4.7836  8.5907  15.0841  -0.0039  -0.0035  -0.0036
Si  0.5418  8.5265  17.4991  0.0026  -0.0006  0.0066
Si  5.5928  6.5237  19.8144  -0.0014  0.0019  0.0144
Si  6.2152  3.1103  16.4034  0.0055  0.0048  -0.0004
Si  0.2017  7.0658  20.3108  0.0008  -0.0082  0.0078
Si  0.9859  2.4159  12.1044  -0.003  -0.0018  -0.0101
Si  0.8454  5.324  13.6477  -0.0023  0.002  -0.0052
Si  2.9843  3.1306  9.7095  0.0006  0.0008  -0.0118
Si  4.4649  7.6507  12.0256  -0.0035  -0.0015  -0.0135
O  10.2754  5.7912  14.0435  0.0007  -0.0007  0.0029
O  4.8908  3.4579  12.6612  -0.0002  0.0024  0.0027
O  4.2231  7.2005  20.4071  0.0013  -0.0009  -0.0067
O  9.0476  6  11.2459  -0.0023  0.003  0.0079
O  3.8775  2.5857  14.8625  -0.0009  -0.0043  0.0014
O  6.5476  10.4805  11.2188  0.004  -0.0067  0.0071
O  1.3435  2.4757  15.4026  -0.0003  -0.0043  0.004
O  0.3781  7.834  18.9153  0.0001  -0.0004  -0.0126
O  6.9569  7.1679  20.4235  -0.0083  0.0016  -0.0066
O  9.9479  10.2346  13.4737  0.0003  -0.0019  0.0123
O  7.6483  3.4331  17.0712  -0.0031  0.0023  -0.0105
O  1.0644  10.2411  14.9584  0.001  0.0045  -0.0079
O  0.1067  7.7595  10.8489  -0.0105  -0.0058  0.0077
O  8.0201  1.3018  12.4154  0.0012  0.002  0.0097
O  1.1938  0.9729  12.8922  -0.0038  0.0016  0.0026
O  0.9527  3.1434  19.1744  0.0032  0.0079  -0.0105
O  5.7159  1.5904  16.9101  -0.001  -0.0014  -0.0037
O  1.0798  5.111  17.572  -0.0032  0.0018  -0.0036
O  3.0388  0.5327  16.0218  -0.0035  0.0005  0.0023
O  4.2076  10.5519  18.0522  -0.0019  0.0012  -0.0042
O  5.5497  2.6281  21.5088  -0.0041  0.0044  -0.0123
O  4.7775  8.423  13.4476  -0.0022  -0.0029  0.0059
O  5.3366  4.4949  16.6343  0.0005  0.0043  -0.0018
O  8.9626  0.3997  18.4106  -0.0029  -0.0125  -0.0103
O  1.721  9.6338  17.4256  -0.0028  -0.0039  -0.0134
O  4.4475  6.0355  12.2162  0.0016  0.0006  -0.0002
O  3.229  8.8482  15.4481  0.0028  0.0045  0.0002
O  1.2496  9.2723  12.575  -0.005  0.0007  0.0103
O  9.5948  4.5514  18.3594  0.0083  0.0001  -0.008
O  2.995  2.755  17.4889  -0.0021  -0.0002  -0.0007
O  10.5138  1.0602  16.5429  -0.0091  -0.001  -0.0054
O  6.6814  10.344  18.1437  0.007  0.008  0.0002
O  4.6767  0.3457  20.5053  -0.002  -0.0002  -0.006
O  6.4121  2.9516  14.7956  -0.0093  -0.0011  0.0039
O  10.0754  3.6553  16.0266  -0.0032  0.0009  0.0007
O  2.8913  9.4512  20.127  0.0035  -0.0029  -0.0018
O  8.5977  5.7767  16.0834  0.003  -0.0015  -0.0048
O  4.1389  4.1466  10.3003  -0.0032  -0.0037  0.0106
O  8.3484  8.4632  10.7023  -0.001  -0.0018  0.0036
O  7.2041  0.8802  20.3706  -0.0053  -0.0049  -0.0109
O  7.3633  9.9282  13.5693  0.0037  0.0036  0.0055
O  8.9384  8.0692  14.6987  -0.0007  0.0003  0.0005
O  3.4435  3.4687  20.1426  0.0004  -0.0005  -0.0098
O  9.8996  2.0191  14.1198  -0.0004  0.0025  -0.0009
O  1.412  6.485  12.6823  -0.0025  0.0068  0.0009
O  8.5733  3.8121  12.626  -0.003  0.0018  0.0052
O  5.6767  8.0351  11.0042  -0.0002  0.0029  0.0103
O  7.7288  6.0664  13.5298  0.0062  -0.0042  -0.0003
O  10.1337  9.3291  17.1919  -0.0006  0.0146  -0.0085
O  8.2319  9.4188  20.0735  -0.0074  0.0018  -0.007
O  0.2941  5.4721  20.109  -0.0021  -0.0041  -0.0158
O  0.9051  7.391  16.396  0.0016  0.0006  0.0031
O  0.9886  3.843  12.955  -0.0002  -0.002  0.0032
O  8.5202  10.5446  15.7435  0.0033  -0.0049  0.005
O  2.1211  2.5078  10.9562  -0.0029  0.0037  0.005
O  9.6778  7.4072  20.9172  -0.0014  0.0025  -0.0112
O  5.6024  4.9336  20.132  -0.0024  0.0018  -0.0028
O  2.9975  7.9838  11.349  0.0043  -0.0034  0.0136
O  10.3871  2.2715  11.5684  0.0026  0.0033  0.0132
O  1.7455  5.3288  14.9965  -0.0044  0.0038  0.0031
O  3.3029  6.1762  16.9416  0.006  -0.0032  -0.0098
O  5.3248  7.1631  15.6806  -0.0063  0.0013  0.0063
O  5.5162  9.8969  15.814  -0.0019  0.0013  0.0024
O  5.584  6.6485  18.2015  -0.0057  -0.0034  0.0044
O  6.5931  4.9385  11.314  0.0008  0.001  0.0124
O  5.5438  0.984  13.2783  0.0013  0.0053  0.006
O  2.4558  1.0598  19.4257  0.0025  0.0037  -0.0102
O  1.5334  7.4479  21.1474  0.0091  0.0094  -0.0127

Results
free energy: -127905.597 eV
free energy less fixed offsets of H -15.71, O -570.45, Si -639.56 eV per atom: -3.797 eV

The program warned: the cutoff lies below the one the program advises for these potential files; the forces do not sum to zero within the program's tolerance; empty levels may hold ghost states of the PAW files; the exchange-correlation potential is rough where the density is thin.
